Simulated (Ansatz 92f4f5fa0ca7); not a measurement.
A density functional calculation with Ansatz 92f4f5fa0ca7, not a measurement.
Periodic cell of 252 atoms, Si132O88H32, with a vacuum gap, from a study of silicon, its oxide and their interface. The atomic structure is a simulated model.

Settings
functional: r2SCAN
potential files: Ansatz PAW
basis: plane waves
wave-function cutoff: 800 eV
density cutoff ratio: 5
exchange-correlation grid ratio: 1
k mesh: 1 x 1 x 1, shifted by 0.5 0.5 0 of a step
self-consistency stop: 1e-11 eV per atom in the density residual
occupations: fixed
spin: none
net charge: 0
applied field: sawtooth along c, amplitude -0.015 V/angstrom in the program's sign convention, ramp centred at 0.9888 of c and 0.0224 of c wide, no dipole correction

Cell vectors (angstrom)
a  10.88  0  0
b  0  10.88  0
c  0  0  44.5942

Atoms: element, x, y, z (angstrom)
Si  0.468  -0.8145  30.709
Si  2.7213  3.3587  30.8953
Si  0.3296  5.3846  30.708
Si  2.8346  8.1341  31.2392
Si  5.6702  -0.1645  30.9985
Si  8.2759  2.6115  30.6919
Si  5.1439  6.1084  30.8576
Si  7.9221  8.5709  31.0725
Si  1.6476  1.6352  32.1549
Si  4.191  4.4319  32.2784
Si  1.3672  6.7569  32.3578
Si  4.1793  9.6016  32.414
Si  6.8543  1.4656  32.187
Si  9.6347  4.097  31.9877
Si  6.7663  6.9935  32.305
Si  9.6597  9.5348  32.2906
Si  0.0893  2.8181  33.5003
Si  2.7976  0.1552  33.6128
Si  0.0076  8.1316  33.6693
Si  2.7697  5.5297  33.7507
Si  5.4813  2.8493  33.5157
Si  8.2814  0.1278  33.5625
Si  5.4847  8.253  33.786
Si  8.2154  5.465  33.4222
Si  1.4053  4.1018  34.9848
Si  4.1621  1.4738  34.9569
Si  1.3963  9.5891  34.9057
Si  4.1029  6.8912  35.0842
Si  6.871  4.1522  34.8703
Si  9.6098  1.4747  34.9167
Si  6.9208  9.632  34.982
Si  9.5208  6.7691  34.9506
Si  0.0338  0.0395  36.2668
Si  2.7492  2.7381  36.3362
Si  0.0265  5.453  36.3285
Si  2.7066  8.2508  36.3479
Si  5.5001  0.0762  36.3189
Si  8.2007  2.7896  36.2685
Si  5.4964  5.4553  36.2973
Si  8.2002  8.1792  36.3116
Si  1.3841  1.3471  37.6637
Si  4.1291  4.0941  37.6576
Si  1.3757  6.8349  37.6899
Si  4.1011  9.5667  37.6676
Si  6.8487  1.4334  37.6611
Si  9.5437  4.1001  37.6727
Si  6.8298  6.814  37.6589
Si  9.5671  9.555  37.6422
Si  0.0002  2.6965  6.9155
Si  2.7187  -0.0073  6.9534
Si  -0.0237  8.1629  6.9444
Si  2.7775  5.4449  6.9236
Si  5.4456  2.7261  6.9576
Si  8.2012  0.0475  6.9033
Si  5.4316  8.1409  6.9038
Si  8.1607  5.4327  6.9384
Si  1.4143  4.0246  8.2128
Si  4.0985  1.3199  8.3033
Si  1.3327  9.5052  8.2926
Si  4.1506  6.7442  8.3352
Si  6.7934  4.0855  8.3165
Si  9.4951  1.4142  8.3375
Si  6.8125  9.5246  8.1671
Si  9.491  6.7856  8.3
Si  -0.0654  -0.0114  9.6396
Si  2.7172  2.6633  9.6369
Si  0.0229  5.3454  9.5256
Si  2.7159  8.1007  9.5734
Si  5.5077  -0.0652  9.5925
Si  8.0875  2.7624  9.7454
Si  5.523  5.3828  9.7956
Si  8.0312  8.1475  9.5805
Si  1.3105  1.3149  10.9847
Si  4.109  3.9253  11.0639
Si  1.3709  6.6727  10.863
Si  4.1527  9.3904  10.875
Si  6.7452  1.289  11.0812
Si  9.4933  4.1976  11.0184
Si  6.8328  6.87  11.2009
Si  9.3591  9.5004  10.897
Si  -0.1515  2.6584  12.2623
Si  2.8673  -0.0547  12.1289
Si  -0.2914  7.853  11.9511
Si  2.8459  5.4481  12.2688
Si  5.0387  2.2067  12.4815
Si  7.9944  -0.1556  12.462
Si  4.9952  7.8019  12.4655
Si  8.8694  6.1891  12.2953
Si  0.8138  3.9024  13.9268
Si  5.8998  1.932  14.6653
Si  0.8038  9.1811  13.5495
Si  5.3849  8.4582  14.7176
Si  7.7718  4.4082  15.5939
Si  9.7746  0.8854  13.5442
Si  6.6457  10.497  14.4895
Si  9.3606  5.926  14.6125
Si  1.0278  -1.6307  21.3416
Si  10.4398  7.9768  15.9104
Si  -5.1274  8.1973  22.4303
Si  1.5946  13.2011  16.3355
Si  -1.2356  4.3823  18.2016
Si  8.9575  10.8054  16.2195
Si  4.0753  -1.576  17.291
Si  10.2417  12.3847  18.4994
Si  1.5783  5.1724  19.169
Si  3.9569  10.3487  22.2065
Si  4.352  1.4004  16.5028
Si  11.5847  10.5157  25.147
Si  6.0018  5.7407  16.3043
Si  6.6467  11.3288  20.6074
Si  7.9963  7.9263  24.3577
Si  14.5309  4.0858  17.3763
Si  1.3488  8.1611  18.5058
Si  5.6761  5.8956  24.1041
Si  7.2883  5.9218  19.2028
Si  0.389  7.7929  23.8261
Si  5.4096  14.0321  26.6586
Si  6.8843  3.4434  20.9792
Si  12.1234  14.9527  22.1301
Si  9.7155  11.4198  21.4017
Si  6.1691  8.6801  19.4595
Si  9.2741  3.2741  22.6762
Si  17.4464  3.7073  23.9365
Si  13.3865  16.4537  24.4374
Si  2.1911  1.6272  23.4984
Si  4.0949  1.5482  28.8506
Si  1.4265  12.2605  27.3874
Si  7.0316  4.8209  28.6976
Si  13.4746  3.667  25.7849
Si  -1.2054  11.3498  28.6885
Si  9.0863  9.3736  26.6932
Si  9.3077  6.9556  28.6893
O  -13.143  10.5382  27.7447
O  8.4528  3.6539  21.3345
O  1.526  4.3238  30.2439
O  -0.271  6.225  29.3983
O  -2.3318  7.8377  29.7829
O  1.7329  9.0655  30.4081
O  -0.3642  10.1235  29.33
O  4.8354  0.4093  29.7185
O  6.8393  -1.207  30.4968
O  6.4749  4.152  27.3418
O  7.4979  3.626  29.6825
O  5.8457  5.6326  29.4557
O  3.925  7.1587  30.4323
O  11.8389  11.5837  30.9875
O  4.6226  20.0372  23.109
O  -0.2526  4.1704  22.8016
O  0.1992  -3.0662  17.4036
O  2.3099  3.7519  16.5549
O  4.4776  5.1758  16.5053
O  0.0428  10.6071  13.5928
O  9.5209  9.312  15.9584
O  2.2351  4.6363  13.5685
O  8.8675  4.1569  16.7991
O  4.4825  2.6857  17.5307
O  6.0734  7.1137  15.4108
O  9.4671  1.0418  15.1541
O  11.6801  2.647  14.9807
O  7.3749  10.6246  15.9897
O  3.8796  11.9263  12.8218
O  11.7144  8.3752  14.9606
O  14.7824  6.591  12.778
O  2.3196  -1.1882  13.2052
O  0.7573  -1.8819  19.7599
O  0.3294  15.7047  18.1611
O  4.5406  10.8717  17.3086
O  -1.5799  0.4697  17.6904
O  10.7836  5.0908  14.5428
O  1.8325  -4.1198  19.1414
O  0.6977  12.6574  17.5837
O  13.4608  9.0022  17.8479
O  12.6123  13.4028  22.2219
O  6.5079  5.9495  17.8128
O  18.1828  7.5093  19.5691
O  19.7175  16.3694  19.0516
O  10.7039  -0.6566  21.8946
O  2.7881  1.2734  16.019
O  1.166  4.5714  20.6047
O  3.0498  4.5692  18.7944
O  7.1839  2.9522  15.0388
O  14.269  11.5065  23.152
O  9.7459  12.6175  22.4961
O  17.5721  10.2183  19.4059
O  4.1478  8.787  15.7497
O  0.7744  7.8936  22.2368
O  6.5277  4.7993  20.1338
O  -5.3315  17.4909  22.6404
O  6.9763  6.695  24.7874
O  -0.0986  12.2611  27.934
O  -5.4549  8.4596  20.8709
O  5.1432  8.4939  18.2212
O  12.4597  2.8938  26.7973
O  11.7685  11.7144  24.0665
O  13.7351  13.4634  24.6059
O  -8.5625  4.9859  22.92
O  2.5869  -1.0878  21.4523
O  9.6205  7.9908  27.4465
O  9.5493  13.7934  18.8402
O  3.7893  2.8832  29.7287
O  1.0875  9.1211  24.4571
O  -2.9402  8.9197  25.6434
O  10.1379  10.2018  25.7758
O  7.2504  8.5471  23.0258
O  5.9952  2.789  25.1723
O  18.9914  0.1932  21.3165
O  5.2303  11.0487  21.4004
O  10.4246  11.7735  19.976
O  1.6402  11.0234  26.3598
O  5.0924  12.7451  27.6007
O  2.6098  11.9427  28.4412
O  17.505  2.0363  20.1795
O  8.2737  5.7714  28.2659
O  12.1375  6.6217  24.5598
O  14.973  16.943  24.6295
O  6.0919  14.171  22.4093
O  9.6214  7.6372  24.0619
O  -1.9417  12.2952  29.7747
O  4.0014  3.929  26.5503
O  8.2197  3.5457  23.9045
H  2.1998  0.5193  38.5961
H  0.552  2.1585  38.5961
H  4.935  3.2567  38.59
H  3.3071  4.9156  38.59
H  0.5327  7.6349  38.6223
H  2.201  6.0166  38.6223
H  4.894  8.717  38.6
H  3.2563  10.3649  38.6
H  7.6604  0.6016  38.5936
H  5.994  2.2209  38.5936
H  8.7068  4.9065  38.6051
H  10.3452  3.2584  38.6051
H  5.9868  7.614  38.5913
H  7.6362  5.9771  38.5913
H  10.3568  8.7023  38.5746
H  8.7473  10.3788  38.5746
H  -0.8012  3.5382  5.983
H  0.8323  1.8851  5.983
H  1.903  0.8205  6.021
H  3.5635  -0.8054  6.021
H  0.8193  7.3629  6.012
H  -0.8134  9.0156  6.012
H  1.9522  6.2632  5.9912
H  3.5995  4.6233  5.9912
H  6.3003  1.9387  6.0252
H  4.6397  3.5635  6.0252
H  9.021  -0.7763  5.9708
H  7.3895  0.8793  5.9708
H  6.2746  7.3408  5.9713
H  4.6387  8.9906  5.9713
H  8.9976  4.6263  6.0059
H  7.3543  6.2696  6.0059

Results
free energy: -135114.116 eV
free energy less fixed offsets of H -15.71, O -570.45, Si -639.56 eV per atom: 10.124 eV

Forces (eV/angstrom), in the order of the atoms: element, x, y, z
Si  -0.0069  0.0035  -0.0363
Si  0.0151  -0.005  -0.0185
Si  -0.01  0.0025  -0.017
Si  0.0037  0.0041  -0.0057
Si  -0.009  0.0066  -0.0159
Si  -0.005  -0.0055  -0.019
Si  0.0118  -0.0042  -0.0143
Si  -0.0055  -0.0098  -0.0187
Si  -0.0033  0.0026  -0.0169
Si  -0.002  0.0103  -0.013
Si  0.0175  0.0018  -0.009
Si  -0.0007  -0.012  -0.0143
Si  0.0101  0.0007  -0.0133
Si  -0.0004  -0.0099  -0.0105
Si  -0.0063  0.0061  -0.0091
Si  0  0.0188  -0.0074
Si  -0.0008  0.0058  -0.0049
Si  0.0114  0.0017  0.0063
Si  -0.0022  -0.0072  0.0174
Si  0.0013  0.0032  0.0078
Si  -0.0117  -0.0132  -0.0001
Si  -0.0129  -0.012  0.0066
Si  0.0034  0.0035  -0.0012
Si  0.007  0.0131  -0.0006
Si  0.0091  0.0046  0.0225
Si  0.0288  0.024  0.0228
Si  0.0296  0.0097  0.0263
Si  0.0113  0.0091  0.0057
Si  -0.0005  0.0006  0.0319
Si  -0.0001  -0.0001  0.0095
Si  0.0003  -0.0059  0.0057
Si  -0.0158  -0.0036  0.0296
Si  -0.0679  0.0573  0.1956
Si  0.0022  -0.0151  0.1696
Si  -0.0028  0.0173  0.1852
Si  0.0197  -0.0344  0.2062
Si  -0.0099  -0.0164  0.1702
Si  0.0066  -0.0154  0.186
Si  -0.0203  0.0138  0.1854
Si  0.0033  0.0071  0.1558
Si  0.0933  0.1087  0.3157
Si  -0.0606  0.0482  0.3541
Si  -0.1312  0.0931  0.2249
Si  0.0864  0.199  0.3202
Si  -0.0011  -0.0682  0.2833
Si  0.0162  0.0168  0.3579
Si  -0.0201  0.0763  0.3734
Si  -0.048  -0.1201  0.2467
Si  0.0636  0.0753  -0.3448
Si  -0.0059  -0.0395  -0.328
Si  -0.0453  -0.0491  -0.3445
Si  0.0774  -0.2526  -0.2694
Si  -0.0491  -0.0439  -0.2032
Si  -0.111  0.0076  -0.2851
Si  0.1427  -0.0107  -0.3662
Si  -0.0031  -0.0468  -0.3124
Si  0.0194  -0.017  -0.1719
Si  0.0133  -0.0037  -0.1605
Si  0.0019  0.0269  -0.1744
Si  0.0215  -0.0184  -0.2101
Si  0.0175  -0.0206  -0.1806
Si  -0.0367  0.0312  -0.1857
Si  -0.0096  0.0111  -0.1845
Si  0.044  -0.0178  -0.1565
Si  0.0066  -0.006  -0.0313
Si  -0.0304  -0.0011  -0.0228
Si  -0.0241  -0.0038  -0.0092
Si  -0.0159  0.0105  -0.0202
Si  0.0002  -0.007  -0.0149
Si  0.0013  -0.0118  -0.0318
Si  -0.008  -0.0128  -0.0382
Si  0.0096  0.0152  -0.0107
Si  0.0095  0.0139  -0.002
Si  -0.008  0.0025  -0.0052
Si  -0.0135  -0.013  -0.0046
Si  0.0034  0.0098  -0.0026
Si  0.0027  -0.0156  0.0021
Si  0.0326  0.003  0.0084
Si  0.0089  0.0156  -0.0079
Si  -0.0117  -0.0204  0.0032
Si  -0.0106  -0.0018  0.0116
Si  -0.0004  -0.0006  -0.0176
Si  -0.0005  -0.0024  0.0008
Si  -0.0107  0.0039  -0.0121
Si  0.0026  -0.0061  0
Si  -0.0046  0.0085  0.0044
Si  -0.0123  0.0037  -0.0059
Si  0.0176  0.0045  0.0064
Si  0.001  -0.002  -0.043
Si  -0.0104  -0.0101  -0.0109
Si  -0.0057  -0.0045  -0.0319
Si  0.0058  0.0028  -0.0288
Si  -0.0062  -0.0133  -0.0119
Si  -0.0006  0.0106  -0.0332
Si  0.0035  0.0044  -0.0294
Si  -0.0001  -0.0019  -0.0204
Si  -0.005  0.0046  -0.0646
Si  -0.001  -0.0011  -0.0356
Si  -0.0115  0.0125  -0.0507
Si  -0.0004  0.0034  -0.0506
Si  -0.0088  -0.0006  -0.0524
Si  -0.0044  0.0038  -0.0511
Si  0.0011  0.0113  -0.052
Si  0.0015  0.0026  -0.0611
Si  0.0074  0.0053  -0.06
Si  0.0068  -0.0057  -0.0475
Si  0.0093  0.0084  -0.0372
Si  0.0084  -0.0059  -0.0668
Si  0.0013  0.0031  -0.0437
Si  0.0054  -0.0041  -0.0476
Si  -0.0063  -0.0076  -0.0517
Si  0.0074  -0.0082  -0.0462
Si  -0.005  -0.0047  -0.061
Si  -0.0015  0.0043  -0.0298
Si  0.0011  0.0017  -0.0615
Si  0.0046  -0.0025  -0.0495
Si  -0.0067  0.0042  -0.0791
Si  0.0012  0.0089  -0.0619
Si  -0.0114  0.0073  -0.0584
Si  0.0003  -0.0005  -0.0563
Si  -0.0027  -0.0088  -0.061
Si  0.0024  -0.006  -0.0464
Si  0.0117  0.0003  -0.0551
Si  -0.0035  0.0041  -0.0402
Si  0.002  -0.0038  -0.0563
Si  -0.0035  -0.0005  -0.0659
Si  0.0055  0.0026  -0.0673
Si  -0.0019  -0.0059  -0.065
Si  0.0001  0.0039  -0.0515
Si  0.0011  -0.0002  -0.0656
Si  -0.0044  0.0032  -0.0695
Si  -0.008  0.0111  -0.0693
O  0.003  0.0129  0.0349
O  0.0089  -0.0026  0.0284
O  -0.0037  0.0058  0.0209
O  0.0201  -0.0169  0.0422
O  -0.0076  0.0109  0.0416
O  0.001  -0.0026  0.0188
O  0.0117  -0.0117  0.04
O  0.014  -0.0126  0.0367
O  0.0034  -0.0009  0.0105
O  0.0162  0.0126  0.0416
O  0.0117  -0.0127  0.0322
O  -0.0149  0.0096  0.0294
O  -0.0037  0.0024  0.0167
O  0.0032  0.005  0.0272
O  0.0013  -0.0035  0.02
O  0  0.0012  0.0166
O  0.0204  0.0018  0.0406
O  0.0056  0.0073  0.0168
O  -0.0083  -0.0018  0.0149
O  0.0048  0.0009  0.0004
O  0.0008  -0.0001  0.0197
O  -0.0029  -0.0081  0.0197
O  0.01  0.0002  0.0294
O  -0.0041  0.0077  0.0173
O  0.001  -0.0134  0.0242
O  -0.0047  -0.0021  0.0315
O  0.0088  -0.0073  0.0353
O  0.0055  -0.0023  0.0243
O  0.0068  0.0157  0.011
O  -0.006  -0.005  0.0353
O  0.0114  0.0063  0.0066
O  -0.0061  -0.0071  0.0124
O  -0.0028  0.0127  0.0469
O  0.008  0.0033  0.0271
O  -0.0034  -0.0162  0.0229
O  0.0093  0.0113  0.0334
O  -0.0067  0.0061  0.015
O  0.0003  0.0002  0.0222
O  -0.0127  -0.0055  0.0297
O  -0.01  -0.0068  0.019
O  0.0057  -0.0093  0.0227
O  0.0085  0.0035  0.0475
O  -0.0029  0.0088  0.0196
O  -0.008  0.005  0.0251
O  0.0032  -0.0037  0.0176
O  -0.005  -0.0007  0.0181
O  -0.0017  -0.012  0.0547
O  -0.0141  0.0087  0.0297
O  0.0088  0.0138  0.0141
O  -0.0099  0.0131  0.0218
O  -0.001  0.0076  0.0246
O  0.0008  0.0114  0.0232
O  -0.0106  0.0037  0.0354
O  -0.0069  -0.0077  0.0382
O  -0.0051  -0.0178  0.039
O  0.001  -0.0138  0.0271
O  0.0089  0.0046  0.0247
O  -0.0169  -0.0058  0.0281
O  -0.0038  -0.0035  0.0477
O  0.0151  -0.0022  0.03
O  -0.0094  -0.0198  0.0298
O  -0.0058  -0.0091  0.0303
O  0.001  0.0148  0.0353
O  0.0108  0.0088  0.0399
O  0.0082  0.0049  0.021
O  0.0024  -0.0209  0.0439
O  -0.001  -0.0031  0.0238
O  -0.0141  0.0168  0.0342
O  -0.0014  0.0134  0.0212
O  0.0093  0.0135  0.0407
O  -0.0134  -0.0044  0.0316
O  0.0146  -0.0037  0.0281
O  -0.0112  -0.0086  0.0453
O  0.0036  -0.0008  0.0179
O  -0.0163  -0.0035  0.0226
O  -0.0054  -0.0075  0.049
O  0.002  0.0127  0.0396
O  -0.008  -0.0147  0.038
O  0.0164  -0.0023  0.0343
O  0.001  0.0011  0.024
O  0.0036  0.0026  0.0197
O  0.002  -0.0029  0.0202
O  -0.0098  -0.0035  0.0201
O  -0.0069  0.0051  0.0477
O  -0.0091  0.0038  0.0226
O  -0.0093  0.0149  0.0297
O  0.0151  -0.0064  0.0332
O  -0.0141  0.0049  0.0315
H  -0.3689  0.3233  -0.2573
H  0.2804  -0.2502  -0.2788
H  -0.3593  0.3517  -0.2476
H  0.3316  -0.1868  -0.2713
H  0.3086  -0.3608  -0.2117
H  -0.2149  0.2759  -0.305
H  -0.204  0.2976  -0.2968
H  0.4809  -0.2341  -0.2117
H  -0.2005  0.3235  -0.2664
H  0.4561  -0.2416  -0.2475
H  0.3392  -0.2901  -0.2463
H  -0.2847  0.2572  -0.2705
H  0.274  -0.2677  -0.2625
H  -0.2456  0.377  -0.261
H  -0.2017  0.437  -0.2613
H  0.2451  -0.2768  -0.2878
H  0.2889  -0.2825  0.2645
H  -0.4838  0.1374  0.2379
H  0.315  -0.302  0.2721
H  -0.3629  0.2207  0.271
H  -0.3133  0.1709  0.2797
H  0.2626  -0.382  0.2613
H  0.2912  -0.1489  0.323
H  -0.3502  0.3782  0.1824
H  -0.3004  0.2714  0.2859
H  0.2738  -0.3875  0.2746
H  -0.1868  0.4294  0.254
H  0.2997  -0.3053  0.2275
H  -0.3485  0.2708  0.2209
H  0.0816  -0.4841  0.2533
H  -0.3379  0.2371  0.2696
H  0.2349  -0.358  0.2719

The program warned: the cutoff lies below the one the program advises for these potential files; the forces do not sum to zero within the program's tolerance; empty levels may hold ghost states of the PAW files; the exchange-correlation potential is rough where the density is thin.
